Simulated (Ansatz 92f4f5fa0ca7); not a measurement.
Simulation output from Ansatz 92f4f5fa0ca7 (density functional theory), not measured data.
Periodic cell of 150 atoms, Si88O58N4, from a study of silicon, its oxide and their interface. The atomic structure is a simulated model.

Settings: functional r2SCAN; potential files Ansatz norm-conserving; basis plane waves; wave-function cutoff 1300 eV; density cutoff ratio 4; exchange-correlation grid ratio 1; k mesh 2 x 2 x 1, shifted by 0.5 0.5 0.5 of a step; self-consistency stop 5e-08 eV per atom in the density residual; occupations Fermi-Dirac, 0.05 eV; spin none; net charge 0.

Cell vectors (angstrom)
a, 10.88, 0, 0
b, 0, 10.88, 0
c, 0, 0, 21.5255

Atoms: element, x, y, z (angstrom)
Si, -0.9679, 0.6441, -0.1677
Si, 2.0701, 3.0783, -0.8186
Si, 0.626, 5.5891, -0.317
Si, 3.482, 7.5297, 0.0996
Si, 5.6637, -0.1997, 0.1803
Si, 8.3069, 2.503, -0.1418
Si, 5.1325, 5.7798, 0.0159
Si, 7.7771, 8.3748, 0.0548
Si, 0.6337, 1.4313, 1.2867
Si, 4.1413, 4.0683, 1.2168
Si, 1.6216, 6.8035, 1.3526
Si, 4.202, 9.3719, 1.4078
Si, 6.811, 1.427, 1.3436
Si, 9.3568, 3.9275, 1.3592
Si, 6.7337, 6.7762, 1.3925
Si, 9.4438, 9.596, 1.1511
Si, -0.2262, 2.7539, 2.958
Si, 2.847, -0.1685, 2.6992
Si, 0.041, 8.1947, 2.5056
Si, 2.7611, 5.3096, 2.7195
Si, 5.3974, 2.738, 2.686
Si, 8.122, -0.0313, 2.7194
Si, 5.4903, 8.1329, 2.8693
Si, 8.1005, 5.4016, 2.6904
Si, 1.3455, 4.0507, 4.1085
Si, 4.0634, 1.3356, 4.0791
Si, 1.3809, 9.4638, 3.9807
Si, 4.0736, 6.754, 4.1497
Si, 6.7345, 4.0865, 4.104
Si, 9.3656, 1.2792, 4.2149
Si, 6.7992, 9.5754, 4.2157
Si, 9.4675, 6.8827, 3.9611
Si, -0.0015, -0.1493, 5.3473
Si, 2.6731, 2.6844, 5.4751
Si, -0.0157, 5.5315, 5.28
Si, 2.713, 8.196, 5.4744
Si, 5.4105, 0.0615, 5.5772
Si, 7.9597, 2.63, 5.5292
Si, 5.5003, 5.5154, 5.5347
Si, 8.1608, 8.1886, 5.542
Si, 1.1889, 1.2983, 6.7509
Si, 4.0906, 4.1396, 6.7744
Si, 1.2855, 6.8506, 6.742
Si, 4.0683, 9.5707, 6.9612
Si, 6.6212, 1.4171, 7.106
Si, 9.4527, 4.1149, 6.4733
Si, 6.7734, 6.9143, 7.0119
Si, 9.7474, 9.3446, 6.8632
Si, -0.2995, 2.7578, 7.9219
Si, 2.518, -0.0043, 8.1558
Si, 0.1019, 8.0509, 8.4225
Si, 2.7103, 5.538, 7.9882
Si, 5.4056, 3.0077, 8.3115
Si, 8.0398, 0.2904, 8.7575
Si, 5.2142, 8.1988, 8.6322
Si, 8.4324, 5.5004, 7.9457
Si, 1.2414, 4.0284, 8.9785
Si, 3.0669, 1.5913, 9.7575
Si, 1.7165, 9.2692, 9.6625
Si, 3.1308, 7.3357, 9.5228
Si, 7.0464, 4.3332, 9.3351
Si, 9.0599, 2.0984, 9.7871
Si, 6.3506, 9.3492, 10.5662
Si, 10.0843, 6.1966, 9.6029
Si, 4.2489, 10.271, 13.7809
Si, -4.3619, 5.4477, 13.8973
Si, 1.7965, 5.4492, 11.3438
Si, 3.1371, 3.5326, 15.6869
Si, 7.5459, 6.4737, 11.3568
Si, 11.9209, 5.2, 16.457
Si, -6.9483, 3.8823, 12.8194
Si, -4.1095, 8.3647, 13.4086
Si, 2.0031, 10.4857, 11.8665
Si, -0.1447, -0.5148, 16.7897
Si, 8.7525, 10.5268, 14.5437
Si, 7.8247, 9.9602, 17.3207
Si, 10.3793, 12.285, 12.6428
Si, 0.9847, 4.0869, 13.7647
Si, 3.0495, -1.9779, 18.8276
Si, 4.5553, 12.0064, 16.1967
Si, 6.0118, 14.5215, 16.2339
Si, 8.1117, 18.2142, 18.5507
Si, 5.3085, 10.7678, 18.7755
Si, 6.883, 4.5091, 19.1545
Si, -6.2436, 11.7449, 12.0925
Si, 0.1012, 17.6513, 18.5101
Si, 1.674, 7.8793, 17.3022
Si, 12.1203, 11.5648, 19.0312
O, -0.707, -5.9765, 21.8178
O, 0.1662, 2.7371, 13.3352
O, 11.7794, 9.1468, 16.6272
O, 3.495, 3.1194, 21.4859
O, 2.0525, 11.4923, 1.4357
O, 0.0818, 6.6597, 20.1134
O, 1.6079, 15.4774, 20.3263
O, 0.9297, 2.659, 21.7695
O, 6.7087, -1.3362, -0.4068
O, -7.9524, -2.9134, 20.1347
O, 3.2099, 12.8128, 15.84
O, 5.0953, 11.3255, -1.2444
O, 5.6822, 5.1377, 20.0744
O, 10.8668, 11.294, 20.0222
O, 6.4512, 14.5847, 17.7859
O, -11.8463, 1.7771, 11.1438
N, 0.5648, 5.166, 10.1364
O, 5.0664, 4.9618, 13.3181
O, 4.5659, 2.2722, 9.5583
O, 2.5983, 6.8574, 11.0708
O, 7.6643, 9.9217, 9.7645
O, 3.0687, 4.4035, 11.5317
O, -1.692, 10.6143, 7.7585
O, 7.9977, 3.2912, 10.2146
O, 6.6097, 5.6484, 10.2863
O, 4.762, 2.4915, 12.4968
O, 7.6006, 5.4789, 12.677
O, 5.7386, 10.7764, 11.2391
O, 9.0945, 6.6461, 10.849
O, 13.6579, -1.1252, 13.1654
N, -7.7663, 0.7724, 11.256
O, -3.5226, 8.3967, 17.5401
O, -2.7269, 9.2123, 13.762
O, -4.2936, 7.023, 14.3498
O, 0.9072, 5.3179, 12.6969
O, 4.3875, 10.6184, 15.381
O, 1.9044, 2.7471, 9.82
O, 6.9348, 4.474, 15.158
O, -1.8454, 11.7283, 13.4562
O, 4.5504, 11.7947, 17.787
O, 16.2577, 9.1192, 13.6433
N, -8.1973, 3.8145, 14.0568
O, 0.2754, 4.6991, 15.1081
N, -4.0362, 8.0361, 11.7064
O, 1.8909, 6.6163, 16.2239
O, 2.0208, 12.9453, 19.4285
O, 0.6077, 0.2141, 12.4926
O, 2.2359, 10.2918, 19.1389
O, 6.8721, 10.7972, 18.3225
O, 10.954, 5.2931, 17.7571
O, 10.2202, 21.4051, 15.2567
O, 7.6778, 10.6002, 15.8041
O, 5.8579, 12.9422, 15.7906
O, -1.2653, 7.4547, 17.9981
O, 9.3954, -0.7347, 17.701
O, 0.6407, 11.6169, 17.4963
O, -6.3554, 15.1633, 16.0762
O, 2.0885, 14.9018, 16.804
O, 7.7362, 3.4564, 20.0746
O, 8.1228, 7.7444, 20.111
O, 4.6189, 9.3002, 18.5739
O, 7.6332, 5.7962, 18.4794

Results
free energy: -38441.532 eV
free energy less fixed offsets of N -289.75, O -463.61, Si -117.95 eV per atom: -13.552 eV
pressure: -1.40 GPa
stress xx, yy, zz, yz, xz, xy (GPa, positive in tension): 0.14, 1.95, 2.11, 0.4, 0.03, 0.07

Forces (eV/angstrom), in the order of the atoms: element, x, y, z
Si, 0.3137, -0.6278, -0.3756
Si, -0.0845, 0.0695, -0.1718
Si, -0.3056, 0.0106, -0.3889
Si, -0.4673, 0.6373, -0.1556
Si, -0.0535, -0.0302, -0.9615
Si, -0.6692, 0.3649, -0.5325
Si, 0.5015, -0.4615, -0.6141
Si, -0.0101, 0.0685, -0.8288
Si, 0.347, 0.5703, 0.2285
Si, -0.3597, -0.5883, -0.5247
Si, 0.0492, -0.14, 0.0973
Si, 0.1817, -0.1624, -0.1362
Si, -0.0148, -0.0738, 0.2214
Si, 0.3694, 0.8395, -0.1893
Si, 0.0188, 0.0449, 0.223
Si, -0.3055, -0.3042, 0.0459
Si, 0.0837, -0.3614, 0.1718
Si, -0.3651, 0.2734, -0.6259
Si, -0.1026, 0.1368, -0.1158
Si, -0.0036, 0.0424, 0.2223
Si, 0.0203, 0.0157, 0.0304
Si, 0.0763, 0.1833, -0.1874
Si, 0.109, -0.1589, 0.1683
Si, 0.0014, -0.0451, 0.015
Si, 0.1066, 0.2183, -0.2287
Si, -0.0057, 0.1106, 0.0695
Si, -0.0184, 0.0404, 0.0759
Si, -0.0296, 0.0422, -0.0519
Si, -0.0022, -0.0647, 0.0356
Si, -0.1085, -0.2441, -0.0137
Si, 0.0768, -0.0418, -0.1264
Si, 0.0853, -0.096, -0.2049
Si, 0.1217, 0.2655, -0.0438
Si, -0.0227, -0.0441, 0.1891
Si, 0.0721, 0.0386, -0.0282
Si, 0.1834, -0.0532, 0.0079
Si, 0.0146, -0.1381, 0.0042
Si, -0.056, 0.0165, -0.298
Si, 0.0236, -0.2119, -0.0388
Si, -0.0998, 0.0461, -0.0585
Si, -0.1469, -0.0385, -0.0349
Si, 0.0066, 0.0817, -0.117
Si, -0.2118, -0.0563, 0.0003
Si, -0.0478, -0.1102, -0.0441
Si, 0.2174, -0.1902, 0.0496
Si, -0.0701, -0.0529, -0.2507
Si, 0.0453, 0.2756, 0.2188
Si, -0.0038, 0.2079, 0.2684
Si, -0.25, -0.3185, 0.1769
Si, 0.0102, 0.1832, 0.0056
Si, -0.1101, -0.1084, -0.0346
Si, -0.134, -0.2803, 0.1378
Si, -0.4326, -0.2008, 0.4801
Si, -0.2331, -0.062, -0.2124
Si, 0.085, 0.1136, 0.1829
Si, 0.0554, -0.0867, 0.3156
Si, 0.1072, -0.1307, 0.3666
Si, 0.19, 0.5485, -0.5295
Si, -0.0432, 0.0565, -0.0198
Si, 0.0857, -0.028, 0.43
Si, 0.3886, 0.4478, 0.3748
Si, 0.5937, 0.4272, 0.5473
Si, 0.172, -0.0263, -0.2972
Si, -0.1338, 0.3351, 0.0525
Si, 0.2151, -0.5174, 0.4369
Si, 0.1199, -0.0723, 0.3692
Si, -0.0165, 0.354, 0.625
Si, 0.0375, 0.0422, 0.3423
Si, 0.205, -0.5532, 0.1197
Si, -0.0955, -0.2859, 0.1838
Si, -0.1249, 0.4496, 0.3818
Si, 0.141, -0.014, 0.7562
Si, -0.5305, -0.5546, 0.3718
Si, -0.0314, 0.0343, -0.1684
Si, -0.0282, -0.0663, 0.1527
Si, -0.1056, 0.0452, -0.1451
Si, -0.2021, 0.1202, 0.3674
Si, -0.2943, 0.2324, 0.1794
Si, 0.5634, 0.6358, -0.1635
Si, 0.0363, 0.1928, -0.0935
Si, -0.0044, 0.0853, -0.3317
Si, 0.0565, 0.3085, -0.2515
Si, 0.0855, 0.2078, -0.0581
Si, -0.077, 0.0875, -0.5804
Si, -0.1658, 0.3971, 0.2383
Si, -0.5827, -0.4292, -0.2082
Si, -0.1168, -0.2606, -0.3722
Si, -0.0147, 0.1314, -0.4427
O, 0.008, -0.2019, 0.2225
O, -0.074, -0.2354, -0.2543
O, 0.011, -0.186, 0.1247
O, 0.0153, 0.287, 0.4802
O, -0.4196, 0.0267, 0.5296
O, -0.0197, -0.0621, 0.1509
O, 0.0385, -0.0028, 0.307
O, 0.8058, 0.1713, -0.3498
O, 0.0792, 0.0324, 0.5741
O, 0.2324, -0.2911, 0.2314
O, 0.3695, 0.024, 0.0177
O, 0.1479, -0.3041, 0.3322
O, -0.1773, 0.2391, 0.4535
O, -0.2389, 0.1617, 0.2577
O, 0.0091, 0.1643, 0.4669
O, -0.2652, 0.1097, -0.4261
N, -0.2776, 0.0453, -0.364
O, -0.0401, -0.2103, -0.2565
O, -0.4899, -0.1262, -0.0881
O, 0.1089, -0.3011, -0.4644
O, -0.0105, 0.155, -0.11
O, 0.0031, 0.0081, -0.1308
O, -0.1619, -0.1526, 0.0934
O, 0.0052, -0.2069, -0.2718
O, 0.174, -0.4142, -0.028
O, 0.0926, -0.4722, -0.3312
O, -0.1047, 0.3791, -0.4419
O, -0.0376, -0.2256, -0.0195
O, -0.1847, -0.2272, -0.0828
O, 0.3144, 0.4502, -0.2067
N, 0.2343, 0.1085, 0.3522
O, 0.2266, 0.0147, 0.2689
O, -0.3572, 0.0349, -0.0067
O, 0.0258, 0.0742, -0.4707
O, 0.3396, -0.1705, -0.0627
O, -0.108, 0.0854, -0.3378
O, 0.4906, -0.1175, -0.2272
O, -0.2743, 0.0548, -0.0934
O, 0.2612, 0.0199, -0.1729
O, 0.0351, -0.2118, -0.078
O, -0.1735, 0.3161, -0.1124
N, 0.1551, -0.0794, -0.0873
O, 0.401, 0.0346, 0.0339
N, -0.1192, 0.3105, -0.4358
O, -0.402, 0.1683, 0.3544
O, -0.098, -0.068, 0.3598
O, 0.352, 0.0987, -0.2442
O, 0.0366, 0.0014, 0.0536
O, -0.1581, -0.1134, 0.1142
O, 0.3464, 0.4476, -0.2355
O, -0.1723, -0.0858, 0.1736
O, 0.2186, -0.1394, 0.0734
O, -0.3366, -0.0437, 0.164
O, -0.0176, -0.1518, 0.2575
O, -0.0103, -0.0601, -0.1233
O, 0.0856, -0.3171, 0.2864
O, 0.0459, -0.3739, -0.0974
O, -0.0621, 0.2534, -0.4235
O, 0.3927, -0.564, 0.7253
O, -0.0689, 0.0935, 0.245
O, -0.0249, 0.1252, 0.288
O, -0.0553, -0.1258, 0.3562
